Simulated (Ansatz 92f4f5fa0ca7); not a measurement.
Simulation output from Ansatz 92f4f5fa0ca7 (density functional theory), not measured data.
Periodic cell of 226 atoms, Si133O92P1, from a study of silicon, its oxide and their interface. The atomic structure is a simulated model.
Doubt: the cutoff is far below the 930 eV that the study's wrapper takes by default for these files, so forces and energies are approximate.

Settings: functional PBE; potential files Ansatz PAW; basis plane waves; wave-function cutoff 580 eV; density cutoff ratio 5; exchange-correlation grid ratio 1; k mesh 1 x 1 x 1, Gamma-centred; self-consistency stop 5e-08 eV per atom in the density residual; occupations fixed; spin none; net charge +1 e, with a uniform compensating background and no finite-size correction.

Cell vectors (angstrom)
a	10.938	0	0
b	0	10.938	0
c	0	0	31.9494

Atoms: element, x, y, z (angstrom)
Si	10.6212	0.011	24.4244
Si	5.0799	0.1395	24.6734
Si	2.8263	2.3078	24.5311
Si	8.5641	2.4438	24.567
Si	10.71	5.6005	24.3432
Si	5.1585	5.6206	24.45
Si	2.9881	7.9614	24.4085
Si	8.4175	7.8419	24.4195
Si	1.2919	1.1426	25.8342
Si	6.8153	1.3384	25.7549
Si	3.9879	4.0199	25.7379
Si	9.6838	4.0307	25.851
Si	1.3406	6.8021	25.6761
Si	6.8054	6.7278	25.7495
Si	4.0003	9.4772	25.9552
Si	9.4828	9.4475	25.8061
Si	2.6344	-0.1235	27.2963
Si	8.1462	-0.0589	27.1531
Si	0.0817	2.6662	27.2131
Si	5.458	2.7374	27.12
Si	2.6712	5.4268	27.1156
Si	8.1967	5.3816	27.1395
Si	0.02	8.1653	27.1354
Si	5.5129	8.1499	27.1833
Si	4.0945	1.3434	28.4958
Si	9.5467	1.3225	28.5055
Si	1.3992	4.0753	28.5768
Si	6.8138	4.0726	28.5335
Si	4.0829	6.7786	28.4868
Si	9.5673	6.7914	28.4772
Si	1.2859	9.4816	28.65
Si	6.8274	9.5423	28.5742
Si	-0.0462	-0.0186	29.9359
Si	5.4508	-0.0084	29.9005
Si	2.7729	2.7221	29.9063
Si	8.1863	2.708	29.8807
Si	-0.0196	5.444	29.8934
Si	5.4541	5.4515	29.8945
Si	2.7371	8.1498	29.9125
Si	8.223	8.1774	29.8863
Si	1.3683	1.3753	31.2563
Si	6.8259	1.3681	31.2656
Si	4.1148	4.0847	31.2828
Si	9.5493	4.0843	31.2599
Si	1.3588	6.8098	31.2752
Si	6.8294	6.842	31.2522
Si	4.0903	9.5595	31.2675
Si	9.5476	9.5475	31.2917
Si	2.7349	0.0126	0.6812
Si	8.1969	0.0128	0.6768
Si	0.0076	2.7485	0.6871
Si	5.4828	2.7454	0.7112
Si	2.7384	5.4603	0.6834
Si	8.2032	5.4875	0.675
Si	0.0105	8.2085	0.7072
Si	5.4789	8.2218	0.6956
Si	4.1014	1.3779	2.0714
Si	9.5972	1.3516	2.0384
Si	1.3565	4.1416	2.0622
Si	6.8436	4.1483	2.0561
Si	4.0915	6.846	2.0416
Si	9.5763	6.8378	2.0722
Si	1.3716	9.6143	2.0638
Si	6.839	9.6262	2.0548
Si	0.0213	0.0289	3.4817
Si	5.4765	0.0291	3.4658
Si	2.7012	2.7632	3.401
Si	8.2583	2.7731	3.3298
Si	0.0231	5.5098	3.4901
Si	5.4633	5.5241	3.433
Si	2.7279	8.2326	3.3921
Si	8.2386	8.2891	3.3823
Si	1.3666	1.4457	4.8416
Si	6.9061	1.4667	4.73
Si	4.0504	4.1461	4.7556
Si	9.5932	4.0678	4.7835
Si	1.3558	6.9688	4.8395
Si	6.8348	6.9806	4.7322
Si	4.0857	9.5623	4.7895
Si	9.6144	9.5679	4.8408
Si	2.7555	0.0302	6.134
Si	8.2939	0.1114	6.0973
Si	0.0167	2.789	6.3035
Si	5.5059	2.8316	6.0685
Si	2.7503	5.5926	6.1321
Si	8.2493	5.5869	5.9612
Si	0.0415	8.2981	6.3704
Si	5.4954	8.2966	6.2216
Si	4.4206	1.1707	7.3233
Si	9.8159	1.1399	7.618
Si	1.1778	4.4957	7.4898
Si	6.6337	4.5328	7.2447
Si	4.3206	6.6989	7.5335
Si	9.7249	6.6017	7.4996
Si	1.2774	9.9292	7.6908
Si	6.7166	9.9547	7.4085
O	9.583	1.2509	23.9771
O	4.1112	6.817	23.9428
O	4.0155	1.2505	24.0312
O	9.5398	6.7136	23.8955
O	-0.0321	5.529	8.0132
O	5.5679	0.1165	7.9149
O	0.0712	0.0762	8.1513
O	5.5261	5.6009	7.8847
O	7.5624	3.933	8.4522
O	8.7222	7.0258	8.7713
O	2.1723	9.4409	9.0393
O	8.9058	1.6666	8.9322
O	7.5893	9.4468	8.7234
O	3.604	1.7964	8.6102
O	3.5836	7.2052	8.9529
O	2.0717	4.0045	8.8078
O	8.1284	3.4831	23.3476
O	0.4507	4.945	22.9509
O	1.9414	2.7676	23.2143
O	5.8244	4.9155	23.1043
O	5.5451	10.0218	23.5012
O	2.4431	8.6963	23.0178
O	0.1874	10.0861	23.0791
O	7.79	8.5789	23.0654
Si	8.6571	7.7046	18.436
Si	8.796	6.3556	13.642
Si	3.8114	1.5253	14.7132
Si	2.1147	5.7473	17.6514
Si	2.4293	3.1314	19.5023
Si	9.7931	9.0249	12.0873
Si	1.3291	9.4317	22.084
Si	9.1817	0.97	13.1853
Si	1.4188	5.0659	13.0179
Si	1.785	8.259	12.8226
Si	6.6637	9.5727	22.43
P	4.5415	4.5882	15.6836
Si	8.2103	3.0007	9.5855
Si	0.8304	8.2616	19.2698
Si	6.9669	1.3577	21.0847
Si	8.2126	8.2889	9.6796
Si	10.9069	5.2021	15.5899
Si	7.5766	9.5154	16.3226
Si	9.9389	2.0731	20.3002
Si	3.2028	8.4929	9.915
Si	6.683	3.3523	17.4221
Si	1.1653	0.213	19.7988
Si	3.2339	2.8456	12.2877
Si	7.2049	5.4233	19.6903
Si	5.742	8.6527	11.5531
Si	5.8292	6.0563	13.1809
Si	4.6455	9.7186	17.6217
Si	1.029	3.6173	22.1744
Si	4.9016	1.4851	18.8055
Si	3.1932	3.0697	9.5095
Si	6.4731	10.819	13.7824
Si	10.349	0.1376	15.9686
Si	5.6704	3.6209	11.1487
Si	9.8473	3.9019	11.8941
Si	2.3479	9.9378	15.5499
Si	6.0837	8.1509	19.807
Si	6.9225	3.9681	22.3709
Si	9.7591	2.8071	17.3736
O	7.1989	6.3205	14.0192
O	1.8842	7.0507	18.6732
O	10.3061	4.0785	16.5577
O	6.175	9.9929	17.0543
O	10.15	0.7064	14.4611
O	8.4358	6.1209	18.8479
O	5.197	0.7175	14.4278
O	5.6768	2.0897	17.4943
O	8.3528	1.9702	20.5394
O	2.0619	4.2834	18.363
O	6.9779	2.7676	10.6663
O	4.868	2.706	12.2404
O	5.9678	4.3993	16.3046
O	4.5694	3.895	9.9476
O	10.706	2.7774	21.5536
O	9.7454	6.1731	14.9724
O	6.0043	6.5161	19.8577
O	4.0832	0.182	18.2752
O	9.2504	10.5533	12.2715
O	2.8699	4.3907	12.7129
O	1.911	10.7071	21.2003
O	4.0094	2.7196	19.4094
O	0.7424	10.0785	15.9698
O	1.2746	9.8063	18.8258
O	1.7217	1.6654	19.2562
O	8.9473	10.405	16.5068
O	4.8837	8.5901	18.7801
O	9.556	8.7309	10.5022
O	6.6798	4.1553	18.8157
O	2.8318	1.7864	13.4404
O	5.8278	8.8115	21.2584
O	2.5325	2.4576	10.8834
O	7.6057	4.8311	21.1507
O	5.2144	7.4545	12.5922
O	0.406	9.0472	12.5282
O	7.5874	1.0673	13.5676
O	7.1174	9.6419	14.7489
O	8.9929	5.0362	12.7023
O	8.09	8.0452	16.9063
O	6.2023	2.5716	21.8799
O	2.4581	9.092	14.1081
O	0.4319	4.4998	11.8504
O	0.8092	8.3247	20.9324
O	9.377	3.8369	10.3478
O	9.669	2.3916	12.5289
O	7.6295	8.5758	19.3883
O	2.536	8.1535	11.3761
O	4.0102	3.1397	15.3637
O	0.8315	4.4664	14.4227
O	10.0564	3.023	18.9602
O	9.0968	7.8133	12.9668
O	10.514	0.5534	20.0559
O	6.037	5.0099	11.9474
O	8.1466	2.8061	17.0042
O	3.6086	5.3978	16.6361
O	4.6524	9.1087	10.4116
O	1.536	6.6801	13.2215
O	4.7773	5.4201	14.3844
O	2.0288	3.8881	20.8908
O	10.536	1.4441	16.9338
O	1.0215	6.0644	16.498
O	7.3589	10.9596	21.9184
O	5.9785	0.9217	19.8746
O	6.0555	10.0125	12.4196
O	2.8753	0.5678	15.6163
O	7.0423	7.9802	10.8015
O	10.2511	8.0028	18.6698
O	3.4558	9.2087	16.573

Results
free energy: -137630.051 eV
free energy less fixed offsets of O -568.88, P -755.39, Si -635.61 eV per atom: -1.571 eV

Forces (eV/angstrom), in the order of the atoms: element, x, y, z
Si	-0.002	0.0697	0.0622
Si	-0.0237	0.0471	0.0626
Si	0.0481	-0.0322	0.0397
Si	0.0051	-0.0401	0.0564
Si	-0.0601	0.0027	0.0528
Si	-0.0347	0.0425	0.0521
Si	0.0373	-0.0338	0.1097
Si	0.0263	-0.0637	0.064
Si	0.0093	-0.0062	0.0483
Si	0.0289	0.0004	-0.0244
Si	-0.0006	0.0095	-0.0173
Si	0.0374	0.0123	0.0242
Si	0.0298	0.0153	-0.021
Si	0.0016	0.0196	0.0257
Si	-0.0085	-0.0046	0.0435
Si	0.0061	0.0098	-0.0084
Si	-0.0409	-0.0239	0.0176
Si	-0.0676	-0.0342	-0.0026
Si	0.0078	0.0024	0.0059
Si	0.0082	0.0067	-0.0186
Si	-0.0336	-0.0483	-0.0304
Si	-0.0311	-0.0176	-0.0351
Si	-0.0308	-0.011	-0.0172
Si	0.0036	-0.0024	-0.0088
Si	-0.0655	-0.073	0.043
Si	0.0332	0.045	0.0455
Si	-0.1096	0.009	-0.0896
Si	-0.0084	0.0059	-0.024
Si	0.0202	0.0885	0.0671
Si	-0.0445	0.0011	0.083
Si	0.1075	0.1032	-0.1985
Si	-0.0183	0.0063	-0.0848
Si	-0.0332	0.073	0.0464
Si	-0.0054	0.0212	0.0143
Si	0.0243	-0.0928	0.0078
Si	0.0424	-0.0281	0.0015
Si	0.0426	0.0072	0.0075
Si	0.0091	0.0117	0.0046
Si	0.0679	-0.0943	0.0344
Si	0.0284	-0.0575	-0.0137
Si	0.0011	-0.0053	0.0005
Si	-0.0365	0.0045	-0.0108
Si	0.0133	0.0288	0.0173
Si	-0.0169	-0.0115	-0.0029
Si	-0.041	0.0136	0.0082
Si	-0.0069	0.0036	-0.0001
Si	-0.0177	0.0089	-0.001
Si	0.0081	-0.0246	0.0303
Si	0.0322	0.0234	0.0008
Si	0.0058	0.0053	-0.0126
Si	-0.0016	0.0039	-0.0268
Si	0.0169	-0.0276	0.0262
Si	-0.0045	-0.0127	-0.0108
Si	0.0052	0.0019	-0.0123
Si	0.0253	-0.0155	0.0202
Si	0.011	-0.0051	-0.0152
Si	-0.0068	0.0062	0.0037
Si	0.0813	-0.0287	-0.0285
Si	-0.0656	0.0269	0.0088
Si	-0.0716	0.0527	-0.0369
Si	0.0112	0.0409	-0.028
Si	0.0288	0.0178	0.0031
Si	-0.0698	0.0111	-0.0189
Si	-0.0989	0.017	0.0011
Si	-0.0135	-0.0059	-0.0863
Si	0.0194	0.0319	-0.0665
Si	0.0997	-0.0139	0.0355
Si	-0.0766	-0.0275	0.1789
Si	-0.0403	-0.0206	-0.1056
Si	0.0495	-0.0451	-0.0177
Si	0.0467	-0.0022	0.0523
Si	-0.0268	-0.137	0.0706
Si	0.0415	0.0154	0.0422
Si	0.0479	0.0561	-0.027
Si	-0.0055	-0.0176	-0.0122
Si	0.0077	-0.0001	0.0021
Si	0.0535	0.0309	0.0312
Si	0.0329	0.0548	-0.0298
Si	-0.0033	-0.0289	0.0087
Si	0.0125	0.0326	0.039
Si	-0.03	-0.0187	-0.0033
Si	-0.0092	0.0166	-0.0187
Si	-0.0174	-0.006	0.0004
Si	0.0023	-0.0003	-0.0186
Si	-0.011	-0.0149	-0.0106
Si	-0.0029	0.0028	-0.0239
Si	-0.0111	-0.023	-0.0005
Si	-0.0012	-0.0111	-0.0146
Si	0.0374	-0.0183	-0.018
Si	0.039	-0.0217	-0.0458
Si	-0.0301	0.0377	-0.0115
Si	-0.0652	0.0073	-0.057
Si	0.0398	-0.0406	-0.031
Si	0.0471	-0.023	-0.0467
Si	-0.0328	0.0456	-0.0219
Si	-0.0597	0.0233	-0.0294
O	-0.0045	-0.0193	-0.0319
O	-0.0028	-0.0274	-0.0504
O	0.0025	0.0039	-0.0225
O	0.0138	-0.0041	-0.0399
O	0.012	0.0098	0.0356
O	-0.0049	0.0074	0.0133
O	0.0018	0.0086	0.0149
O	-0.0207	0.024	0.0236
O	0.0426	-0.0288	0.1149
O	-0.0433	0.0499	0.1129
O	0.0573	-0.031	0.1156
O	-0.0495	0.066	0.1141
O	0.0446	-0.0393	0.1291
O	-0.0005	0.0463	0.0948
O	-0.033	0.0707	0.1376
O	0.0426	-0.0242	0.0812
O	-0.04	0.027	-0.1135
O	0.0324	-0.0514	-0.1168
O	-0.0549	0.0241	-0.1129
O	0.0423	-0.0463	-0.1092
O	0.0164	-0.0357	-0.1001
O	-0.0607	0.0519	-0.157
O	0.0577	-0.0657	-0.1543
O	-0.0453	0.0475	-0.1075
Si	-0.0096	-0.0306	0.1017
Si	0.016	0.0223	-0.0959
Si	-0.0115	0.0182	-0.1417
Si	-0.1289	-0.0967	-0.0357
Si	0.0012	0.0227	0.2532
Si	0.0126	-0.025	-0.1999
Si	0.0192	-0.0032	0.3499
Si	0.0066	0.0142	-0.1409
Si	0.0376	-0.0487	-0.1193
Si	-0.0043	-0.0368	-0.1834
Si	0.0311	-0.0182	0.2802
P	0.2552	-0.2075	-0.097
Si	-0.0044	-0.055	-0.2972
Si	0.0069	0.0361	0.192
Si	-0.0133	-0.022	0.2123
Si	-0.01	-0.0155	-0.3107
Si	-0.003	0.0098	-0.0735
Si	0.0074	-0.0296	0.0254
Si	-0.0168	0.0146	0.2475
Si	-0.0232	-0.0213	-0.3407
Si	0.0225	-0.0678	0.1655
Si	0.0114	0.0107	0.1913
Si	-0.025	0.0199	-0.1575
Si	0.0455	-0.0883	0.2572
Si	-0.019	-0.0179	-0.246
Si	0.0189	-0.0372	-0.1445
Si	-0.0233	0.0121	0.1296
Si	0.0219	0.0463	0.3235
Si	0.0636	-0.0021	0.1688
Si	-0.0643	-0.0111	-0.2811
Si	0.0077	-0.0106	-0.1516
Si	0.0027	0.0199	-0.0215
Si	0.0283	-0.0651	-0.2138
Si	0.0027	0.021	-0.2184
Si	0.0118	-0.0269	-0.0772
Si	-0.0499	0.035	0.2274
Si	-0.0179	0.0215	0.2918
Si	-0.0257	0.0484	0.0867
O	-0.0092	0.0091	0.0103
O	0.0694	-0.0871	-0.0833
O	0.0073	0.0015	-0.0173
O	0.0356	-0.0349	-0.061
O	0.0224	-0.0089	0.0588
O	0.0125	0.0606	-0.0553
O	-0.0854	0.0733	0.0571
O	0.0454	0.0363	-0.0637
O	0.0487	0.0088	-0.0929
O	0.0359	0.1869	-0.1421
O	-0.0432	0.0386	0.0961
O	-0.0214	-0.0098	0.0802
O	-0.0077	0.0637	-0.0756
O	0.0386	-0.0001	0.143
O	-0.0545	-0.0594	-0.1412
O	0.0102	-0.0208	0.041
O	-0.0093	0.0024	-0.0769
O	0.0026	-0.0398	-0.042
O	-0.0034	0.0444	0.0728
O	-0.0462	0.0154	0.0211
O	-0.0108	0.0408	-0.1458
O	-0.0079	-0.0208	-0.0694
O	0.0107	0.0005	0.0093
O	-0.0032	-0.0315	-0.0718
O	0.0175	0.0203	-0.0569
O	-0.0041	-0.0047	-0.0095
O	-0.023	0.0205	-0.0988
O	0.0346	0.0305	0.1655
O	-0.0196	-0.0529	-0.1448
O	0.0227	-0.0577	0.1023
O	-0.0179	-0.0566	-0.1823
O	0.0285	-0.0048	0.1709
O	0.0084	0.0745	-0.1831
O	0.0077	-0.0815	0.1339
O	0.0117	0.0101	0.0521
O	-0.0186	-0.0192	0.0461
O	-0.0045	0.0043	0.0514
O	-0.0246	0.0437	0.0911
O	-0.0125	0.0409	-0.0404
O	0.0093	-0.0341	-0.1061
O	0.0095	0.0453	0.1074
O	0.0285	0.0303	0.0916
O	-0.0187	-0.0611	-0.2335
O	0.048	0.0354	0.1536
O	-0.0042	-0.0579	0.0882
O	0.0569	0.0016	-0.0695
O	-0.0561	0.0096	0.1924
O	-0.0824	-0.0164	0.0457
O	-0.0279	-0.0075	0.0503
O	-0.014	0.01	-0.1385
O	0.0065	-0.0335	0.0728
O	0.0242	-0.033	-0.0687
O	-0.0189	0.1072	0.1808
O	-0.0598	0.0332	-0.037
O	-0.1053	0.0797	0.0439
O	0.0588	-0.0024	0.1496
O	-0.0084	0.0196	0.0298
O	-0.1083	-0.0054	0.1412
O	0.0257	-0.0483	-0.1692
O	0.0024	-0.0217	-0.0232
O	0.1185	0.0063	0.0898
O	0.0044	0.0558	-0.1066
O	-0.0817	0.0104	-0.142
O	0.0305	0.0758	0.1449
O	0.0302	0.0771	-0.0015
O	-0.0405	0.0207	0.1122
O	0.0116	-0.0079	-0.0324
O	-0.0178	0.0027	-0.0369

The program warned: the cutoff lies below the one the program advises for these potential files; the forces do not sum to zero within the program's tolerance; the exchange-correlation potential is rough where the density is thin.
